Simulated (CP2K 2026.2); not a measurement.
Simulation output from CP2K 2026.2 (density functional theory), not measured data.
Periodic cell of 570 atoms, Si324O234N12, from a study of silicon, its oxide and their interface. The atomic structure is a simulated model.
Doubt: the forces sum to 0.59 eV/angstrom along one axis rather than to zero, so they err by at least 0.0010 eV/angstrom per atom on average; the grid cutoff is modest.

Settings
functional: PBE
method: Gaussian and plane waves
basis set: DZVP-MOLOPT-SR-GTH
pseudopotentials: GTH-PBE
grid cutoff: 350 Ry, relative cutoff 50 Ry
k points: Gamma only
occupations: fixed
spin: none
net charge: 0

Cell vectors (angstrom)
a	16.3356	0	0
b	0	16.3356	0
c	3.4411	-2.0098	35.1394

Atoms: element, x, y, z (angstrom)
Si	5.391	12.851	35.13
Si	4.589	0.892	0.248
Si	4.422	1.997	35.121
Si	7.789	4.334	35.059
Si	1.265	9.601	0.134
Si	3.92	12.428	0.032
Si	6.834	15.091	0.322
Si	13.416	-0.917	35.115
Si	6.733	4.247	0.105
Si	9.202	6.929	0.129
Si	10.475	7.148	35.13
Si	9.879	11.838	0.064
Si	12.215	15.144	0.09
Si	14.646	1.671	0.262
Si	16.013	1.98	35.091
Si	18.908	4.573	34.985
Si	12.15	9.703	0.215
Si	18.871	9.841	35.132
Si	2.929	-0.089	1.568
Si	5.616	2.632	1.383
Si	2.71	5.21	1.19
Si	5.401	8.048	1.272
Si	2.748	10.91	1.385
Si	5.52	13.505	1.424
Si	8.389	0.039	1.442
Si	10.97	2.791	1.261
Si	8.138	5.437	1.529
Si	10.874	8.103	1.36
Si	8.215	10.742	1.325
Si	10.985	13.534	1.31
Si	13.598	0.018	1.502
Si	16.256	2.716	1.568
Si	13.758	5.536	1.229
Si	16.405	8.083	1.4
Si	13.776	10.869	1.408
Si	0.186	13.634	1.167
Si	1.41	1.305	2.747
Si	4.106	3.966	2.657
Si	1.465	6.684	2.654
Si	4.121	9.484	2.653
Si	1.39	12.282	2.722
Si	4.216	14.853	2.891
Si	6.975	1.352	2.793
Si	9.596	4.059	2.717
Si	6.72	6.785	2.795
Si	9.542	9.446	2.764
Si	6.883	12.129	2.711
Si	9.643	14.891	2.736
Si	12.217	1.412	2.772
Si	14.962	4.188	2.803
Si	12.308	6.774	2.652
Si	15.011	9.421	2.76
Si	12.372	12.248	2.718
Si	15.094	14.936	2.629
Si	16.378	-0.053	4.078
Si	2.758	2.679	4.087
Si	16.39	5.471	4.117
Si	2.758	8.121	4.02
Si	16.366	10.868	4.054
Si	2.751	13.552	4.167
Si	5.567	-0.024	4.133
Si	8.253	2.741	4.139
Si	5.386	5.381	4.086
Si	8.143	8.133	4.124
Si	5.483	10.811	4.067
Si	8.212	13.561	4.058
Si	10.914	-0.011	4.114
Si	13.597	2.768	4.112
Si	10.951	5.429	4.058
Si	13.606	8.125	4.097
Si	10.941	10.868	4.048
Si	13.701	13.63	4.052
Si	1.337	15.009	10.852
Si	4.075	1.407	10.817
Si	1.302	4.08	10.8
Si	4.043	6.803	10.904
Si	1.314	9.531	10.943
Si	4.005	12.262	10.843
Si	6.777	15.002	10.888
Si	9.526	1.368	10.902
Si	6.763	4.113	10.944
Si	9.46	6.855	10.854
Si	6.797	9.553	10.891
Si	9.566	12.33	10.921
Si	12.203	15.006	10.975
Si	14.86	1.316	10.9
Si	12.268	4.09	10.894
Si	14.956	6.875	10.851
Si	12.198	9.583	10.914
Si	14.92	12.28	10.831
Si	2.721	0.074	12.163
Si	5.355	2.744	12.269
Si	2.627	5.404	12.197
Si	5.398	8.212	12.244
Si	2.665	10.938	12.264
Si	5.312	13.665	12.175
Si	8.128	0.036	12.262
Si	10.943	2.683	12.255
Si	8.115	5.541	12.257
Si	10.763	8.228	12.23
Si	8.186	10.958	12.2
Si	10.856	13.695	12.405
Si	13.495	0.03	12.405
Si	16.246	2.72	12.119
Si	13.591	5.555	12.199
Si	16.263	8.182	12.317
Si	13.581	10.963	12.244
Si	16.23	13.684	12.159
Si	17.627	1.401	13.454
Si	3.914	4.04	13.623
Si	17.624	6.737	13.605
Si	4.042	9.597	13.63
Si	17.56	12.338	13.502
Si	4.02	15.073	13.586
Si	6.75	1.415	13.605
Si	9.596	4.17	13.439
Si	6.722	6.858	13.668
Si	9.475	9.629	13.658
Si	6.718	12.302	13.42
Si	9.407	15.049	13.761
Si	12.126	1.342	13.887
Si	14.943	4.116	13.462
Si	12.158	6.893	13.541
Si	14.875	9.579	13.651
Si	12.31	12.343	13.7
Si	14.938	14.999	13.657
Si	16.528	-0.098	14.843
Si	2.324	2.842	14.957
Si	16.486	5.108	14.916
Si	2.894	7.932	14.818
Si	16.056	11.185	14.891
Si	2.313	13.968	14.76
Si	5.623	-0.162	14.95
Si	8.319	2.765	14.716
Si	5.029	5.67	14.856
Si	7.814	8.544	14.936
Si	5.656	10.823	14.862
Si	7.716	13.819	14.859
Si	10.285	0.373	15.253
Si	13.397	3.081	14.856
Si	11.126	5.256	14.857
Si	13.215	8.454	14.914
Si	11.121	10.775	14.946
Si	13.909	13.449	15.107
Si	16.54	12.235	20.207
Si	8.206	7.227	17.714
Si	6.821	4.481	16.923
Si	9.369	13.427	23.942
Si	6.872	-0.315	19.287
Si	7.615	8.529	22.565
Si	17.91	12.486	30.217
Si	5.069	13.098	23.044
Si	10.097	0.571	20.597
Si	10.917	7.894	28.13
Si	10.589	5.662	17.887
Si	17.891	4.602	20.232
Si	3.94	9.471	20.677
Si	16.017	8.234	26.399
Si	5.342	-0.349	23.689
Si	9.485	-0.974	17.986
Si	2.701	5.052	22.816
Si	15.012	6.959	16.966
Si	6.796	2.88	19.532
Si	17.444	1.334	24.217
Si	16.691	-0.248	21.888
Si	17.295	9.158	16.915
Si	3.858	14.51	30.349
Si	11.325	13.111	27.949
Si	5.412	3.924	22.061
Si	17.814	10.637	27.596
Si	13.835	7.486	28.361
Si	14.758	1.457	16.96
Si	9.226	9.196	30.045
Si	15.858	6.492	32.691
Si	2.183	10.887	18.803
Si	8.821	0.279	26.163
Si	11.28	-0.614	25.014
Si	3.758	1.03	17.189
Si	3.907	2.822	19.781
Si	11.724	8.777	23.534
Si	2.437	14.022	21.499
Si	18.437	5.253	31.931
Si	3.937	14.909	18.76
Si	7.19	5.129	28.24
Si	4.227	1.151	26.279
Si	14.355	3.832	33.089
Si	9.12	-1.133	28.654
Si	9.979	10.703	22.297
Si	9.447	12.464	17.052
Si	3.977	12.43	16.946
Si	13.67	0.452	26.228
Si	13.475	5.657	19.248
Si	5.105	10.047	23.585
Si	13.04	2.33	30.785
Si	6.88	2.07	27.683
Si	12.918	6.38	22.299
Si	17.984	-0.541	26.617
Si	15.906	8.496	30.489
Si	14.509	8.301	23.751
Si	11.938	5.315	28.197
Si	14.68	13.763	21.579
Si	15.202	3.166	19.622
Si	3.487	14.267	33.334
Si	10.821	4.203	22.358
Si	16.661	12.314	22.923
Si	8.716	1.617	29.949
Si	8.502	8.363	32.998
Si	18.412	6.344	26.877
Si	8.261	-0.26	23.035
Si	11.568	11.199	30.319
Si	9.681	3.537	19.723
Si	4.284	9.358	28.343
Si	15.401	0.263	19.385
Si	18.538	3.577	25.599
Si	16.244	9.749	21.866
Si	11.977	1.233	22.596
Si	6.395	-1.486	32.925
Si	18.257	7.344	21.276
Si	6.873	13.618	30.301
Si	7.178	6.723	25.683
Si	18.199	0.252	29.476
Si	8.059	3.634	32
Si	17.775	11.88	33.171
Si	8.007	5.404	23.294
Si	12.821	-0.723	20.456
Si	12.516	-0.32	32.075
Si	15.36	2.702	25.412
Si	13.637	15.27	17.658
Si	9.684	4.394	29.764
Si	10.468	1.633	32.197
Si	8.717	11.469	19.814
Si	8.879	11.803	26.379
Si	18.87	7.452	29.834
Si	14.081	13.579	31.84
Si	6.992	10.92	28.806
Si	14.416	11.121	29.885
Si	14.404	12.848	27.393
Si	15.555	-0.765	28.36
Si	9.5	8.918	25.677
Si	12.155	11.78	33.238
Si	3.203	2.713	30.566
Si	4.479	0.383	32.318
Si	5.603	4.544	30.584
Si	16.93	12.928	25.819
Si	3.728	1.549	22.459
Si	16.288	-1.258	30.9
Si	13.246	2.873	27.569
Si	4.476	7.959	25.71
Si	6.717	9.111	19.774
Si	6.411	5.998	33.02
Si	7.58	13.852	21.434
Si	14.969	2.151	22.682
Si	1.378	14.944	5.476
Si	4.13	1.333	5.448
Si	1.392	4.064	5.441
Si	4.071	6.786	5.437
Si	1.394	9.501	5.4
Si	4.125	12.175	5.462
Si	6.884	14.93	5.474
Si	9.557	1.34	5.487
Si	6.821	4.084	5.441
Si	9.55	6.779	5.431
Si	6.813	9.503	5.487
Si	9.571	12.225	5.42
Si	12.318	14.983	5.427
Si	14.987	1.354	5.402
Si	12.245	4.092	5.492
Si	14.994	6.811	5.466
Si	12.261	9.513	5.447
Si	14.997	12.229	5.418
Si	2.733	-0.007	6.806
Si	5.466	2.723	6.806
Si	2.713	5.454	6.808
Si	5.422	8.144	6.816
Si	2.736	10.841	6.809
Si	5.469	13.587	6.805
Si	8.197	-0.008	6.841
Si	10.883	2.725	6.844
Si	8.172	5.446	6.811
Si	10.882	8.168	6.809
Si	8.18	10.903	6.803
Si	10.911	13.621	6.768
Si	13.63	0.019	6.802
Si	16.338	2.715	6.775
Si	13.611	5.46	6.826
Si	16.336	8.199	6.798
Si	13.616	10.904	6.791
Si	16.32	13.589	6.809
Si	1.338	1.355	8.147
Si	4.091	4.099	8.148
Si	1.347	6.827	8.156
Si	4.071	9.503	8.2
Si	1.349	12.223	8.143
Si	4.091	14.963	8.154
Si	6.823	1.374	8.176
Si	9.507	4.088	8.197
Si	6.792	6.801	8.165
Si	9.527	9.555	8.169
Si	6.824	12.253	8.189
Si	9.557	14.966	8.175
Si	12.247	1.359	8.177
Si	14.97	4.074	8.148
Si	12.237	6.818	8.192
Si	14.964	9.553	8.162
Si	12.244	12.273	8.146
Si	14.954	14.969	8.164
Si	16.287	0.011	9.52
Si	2.7	2.742	9.467
Si	16.297	5.48	9.49
Si	2.68	8.169	9.564
Si	16.32	10.896	9.538
Si	2.675	13.622	9.484
Si	5.445	0.016	9.502
Si	8.145	2.745	9.579
Si	5.426	5.454	9.543
Si	8.129	8.206	9.492
Si	5.428	10.902	9.534
Si	8.172	13.64	9.549
Si	10.884	0.001	9.549
Si	13.6	2.731	9.515
Si	10.864	5.452	9.559
Si	13.572	8.228	9.531
Si	10.882	10.943	9.528
Si	13.548	13.655	9.535
O	17.621	15.111	15.35
O	16.115	8.106	17.029
O	3.998	6.844	15.333
O	18.731	6.672	28.424
O	3.129	-0.353	17.815
O	12.589	15.13	18.902
O	12.441	8.31	28.518
O	2.886	13.128	16.013
O	8.2	12.883	16.114
O	9.295	1.66	15.415
O	2.232	8.539	16.166
O	14.7	5.414	32.978
O	5.191	11.776	16.114
O	8.475	7.92	16.284
O	12.152	9.593	15.469
O	14.996	12.283	15.498
O	8.101	14.29	29.499
O	14.943	3.251	23.911
O	4.274	9.27	24.754
O	18.773	5.305	33.519
O	14.182	6.764	23.265
O	16.868	10.705	23.033
O	9.15	14.124	34.917
O	17.001	13.817	30.18
O	8.891	9.521	22.547
N	11.672	0.311	21.172
O	12.806	13.203	27.216
O	11.596	6.036	34.663
O	19.201	6.364	31.005
O	6.391	11.635	34.625
O	16.413	6.965	34.134
N	17.165	-0.134	28.108
O	5.406	14.23	29.919
O	12.675	1.602	26.762
O	17.482	0.03	25.183
O	12.875	-1.754	31.414
O	3.613	8.678	34.642
O	15.502	7.869	31.925
O	17.079	0.769	34.675
O	5.429	4.889	16.231
O	6.638	14.952	15.39
O	13.446	14.108	16.553
O	8.361	12.923	20.391
O	7.431	10.531	19.985
O	9.78	7.746	33.778
O	3.978	1.611	31.441
O	2.968	10.04	27.691
O	15.456	2.819	33.766
O	10.278	-0.155	16.817
O	7.43	5.824	17.557
N	5.427	3.382	20.417
O	7.004	6.314	27.206
O	18.553	6.598	22.697
O	10.573	4.386	20.768
O	7.681	11.565	27.462
O	5.142	9.394	19.6
O	13.486	12.7	33.066
O	18.931	-1.125	34.273
O	17.742	9.538	18.409
O	14.656	3.293	26.772
O	15.66	5.69	16.201
O	4.263	0.029	22.546
O	12.649	10.358	33.811
O	3.175	-0.718	29.376
O	6.216	13.098	21.89
O	9.986	4.196	18.282
O	6.726	9.694	15.403
O	8.541	12.96	25.279
O	10.439	0.134	26.194
O	12.894	-0.397	33.658
O	17.797	6.222	20.194
O	8.999	3.277	34.83
O	14.815	1.149	25.318
O	13.55	1.387	22.81
O	4.353	3.705	29.992
N	17.489	12.861	21.502
O	6.705	0.136	22.983
O	17.169	8.493	21.505
O	8.985	8.979	31.604
O	16.891	5.659	31.788
O	5.046	0.574	16.299
O	5.452	10.434	28.64
O	13.953	4.108	19.213
O	2.874	4.033	19.473
O	6.828	3.681	27.627
O	6.935	8.283	21.13
O	12.291	4.196	15.293
O	7.103	13.82	31.896
O	3.264	8.016	20.706
O	3.177	0.002	26.775
O	14.011	3.33	31.599
O	18.144	10.433	33.787
O	5.316	-0.659	19.099
O	17.543	11.696	31.585
O	17.565	3.977	15.457
O	8.11	3.639	20.102
O	6.947	12.043	29.962
O	13.156	14.275	21.357
O	2.536	1.654	23.535
O	14.542	7.902	26.976
O	9.16	4.622	31.29
O	16.483	12.502	33.942
O	9.559	2.844	29.286
O	13.414	5.925	28.465
O	9.031	11.477	18.247
O	3.386	2.524	26.014
O	11.082	12.444	34.212
O	7.786	3.825	15.824
O	10.558	11.654	16.209
O	11.648	12.501	29.396
O	11.496	2.557	31.29
O	17.67	14.205	26.486
O	11.178	2.647	22.604
O	3.519	3.275	34.631
O	4.23	5.02	22.263
N	3.64	-1.128	31.923
O	11.371	11.603	31.854
O	3.617	13.351	22.382
O	10.28	8.915	27.082
O	3.261	1.865	20.941
O	18.668	1.828	29.507
O	9.089	0.565	21.893
O	7.4	7.228	32.647
O	9.899	-0.581	19.496
O	6.819	4.558	22.556
O	15.044	2.785	21.198
O	12.824	-0.731	25.532
O	7.869	9.641	29.288
O	5	0.518	25.003
O	16.805	10.502	16.165
O	7.897	9.58	33.877
O	6.757	3.493	31.031
O	2.627	4.431	24.282
O	5.34	14.391	24.008
O	16.723	0.139	20.295
N	5.117	13.97	33.797
O	17.462	12.125	18.892
O	14.498	12.522	30.695
O	12.058	5.818	18.506
O	14.23	2.781	16.235
O	14.16	0.182	20.419
O	14.564	6.542	18.451
O	17.17	13.062	24.233
O	7.383	-0.752	33.954
O	17.589	11.503	28.966
O	4.43	13.568	17.992
O	4.898	8.394	27.206
O	10.757	1.843	33.776
O	12.151	4.02	27.288
O	8.032	7	22.941
N	16.353	1.112	22.901
O	18.6	3.721	31.417
O	11.87	7.615	22.414
O	10.53	8.417	24.55
N	17.088	2.667	25.298
O	5.971	-0.174	32.031
N	8.828	2.011	31.701
O	10.307	10.367	29.822
O	8.702	5.203	28.778
O	13.12	8.893	24.348
N	15.264	1.776	18.584
O	16.038	10.721	20.583
O	9.427	0.216	29.521
N	8.48	14.38	22.816
O	6.146	5.483	29.412
O	5.377	5.527	31.856
O	9.73	12.084	23.105
O	16.589	3.992	19.527
O	16.737	9.447	27.239
O	15.54	10.067	30.369
O	7.276	1.567	29.183
O	7.721	5.423	24.886
O	14.953	7.714	29.468
O	14.487	8.763	34.757
O	10.556	5.8	16.279
O	8.57	0.04	24.593
O	13.736	7.575	16.188
O	12.985	10.431	30.188
O	11.195	4.927	29.583
O	7.854	-0.744	18.038
O	5.152	11.669	23.835
N	7.387	4.583	33.378
O	7.036	1.273	19.554
O	2.901	10.624	20.222
O	9.62	6.859	18.425
O	10.652	14.293	24.522
O	13.321	2.582	29.184
O	15.267	14.015	28.078
O	4.896	2.611	22.9
O	15.716	8.475	24.817
O	6.569	3.342	18.011
O	8.042	1.623	26.616
O	14.539	11.504	28.308
O	19.063	12.848	33.3
O	11.413	10.162	22.776
O	15.196	-0.604	29.913
O	10.946	0.086	31.934
O	4.553	0.967	33.844
O	11.027	6.423	27.451
O	18.38	4.727	26.731
O	15.964	0.762	16.118
O	4.168	1.982	18.433
O	11.316	0.399	23.784
O	10.297	12.188	27.09
O	8.338	-0.828	27.252
O	15.153	-0.945	18.308
O	13.074	3.88	34.075
O	6.561	9.326	23.515
O	15.515	15.024	22.141
O	13.495	0.397	16.945
O	14.441	-0.003	27.537
O	17.427	-0.086	30.906
O	9.444	4.688	23.067
O	4.402	9.867	22.155
O	3.043	14.45	20.04
O	7.285	-1.124	20.621
O	18.061	4.204	21.811
O	9.972	10.957	20.696
O	17.732	11.645	26.352
O	14.599	14.324	34.817
O	16.952	6.925	26.512
O	13.401	6.174	20.776
O	7.323	8.264	18.562
O	15.228	13.199	20.129
O	3.146	7.042	25.861
O	10.54	14.497	28.277
O	5.485	6.584	34.219
O	15.045	12.595	22.659
O	15.313	12.678	26.037
O	12.115	5.063	22.804
O	3.287	11.196	17.698
O	18.122	-0.961	22.179
O	8.202	7.972	25.642
O	10.041	1.972	19.794
O	9.92	7.876	29.408
O	15.418	-1.834	32.146
O	9.055	10.454	25.497
O	3.764	8.518	29.649
O	9.952	13.835	17.733
O	13.369	0.823	31.295
O	17.483	8.252	30.168
O	5.711	7.102	25.105
O	3.102	13.06	30.235
O	5.411	1.471	27.342
O	2.782	1.914	16.239
O	14.857	9.145	22.414

Results
total energy: -140508.538 eV
total energy less fixed offsets of N -271.95, O -438.35, Si -107.03 eV per atom: 6.482 eV

Forces (eV/angstrom) on atoms 125 to 475 of the 570, counted in the order above; the others are left out for length: element, x, y, z
Si	0.017	-0.012	0.056
Si	-0.007	-0.015	0.065
Si	-0.206	0.052	-0.558
Si	0.274	-0.045	-0.565
Si	-0.015	0.202	-0.648
Si	-0.191	0.136	-0.682
Si	0.107	-0.141	-0.67
Si	0.145	-0.031	-0.675
Si	-0.18	0.154	-0.583
Si	-0.199	-0.005	-0.585
Si	0.271	-0.096	-0.654
Si	0.104	-0.184	-0.586
Si	-0.251	0.001	-0.583
Si	0.214	-0.017	-0.652
Si	0.413	-0.305	-0.625
Si	0.057	-0.347	-0.649
Si	-0.203	0.18	-0.628
Si	0.204	-0.037	-0.596
Si	-0.175	0.054	-0.598
Si	-0.234	0.178	-0.65
Si	-0.034	0.205	0.156
Si	-0.037	0.006	0.135
Si	-0.005	0.038	0.152
Si	0.005	0.129	-0.098
Si	0.037	-0.081	-0.135
Si	-0.058	-0.02	0.002
Si	0.171	0.033	-0.163
Si	0.016	0.002	0.061
Si	-0.018	-0.108	0.119
Si	0.041	-0.036	-0.037
Si	0.045	-0.071	0.084
Si	0.036	-0.015	0.203
Si	0.044	-0.003	0.061
Si	0.103	0.171	0.03
Si	-0.029	-0.18	0.143
Si	-0.175	0.179	-0.018
Si	-0.071	-0.025	0.016
Si	-0.07	-0.071	0.052
Si	-0.097	0.042	0.261
Si	-0.174	0.121	-0.011
Si	0.028	0.075	0.158
Si	-0.035	0.04	0.003
Si	-0.071	-0.024	0.087
Si	0.029	-0.03	-0.209
Si	0.089	-0.02	-0.015
Si	-0.056	-0.051	0.059
Si	-0.103	0.047	-0.047
Si	0.05	-0.038	0.311
Si	-0.044	-0.02	-0.034
Si	0.035	0.031	-0.122
Si	-0.014	0.098	0.136
Si	-0.021	0.086	-0.052
Si	-0.063	-0.129	0.023
Si	-0.08	-0.066	0.008
Si	0.102	0.064	0.172
Si	0.037	-0.047	0.079
Si	-0.106	-0.119	-0.009
Si	0.135	0.028	-0.039
Si	-0.121	-0.039	0.146
Si	0.093	-0.205	-0.102
Si	-0.01	0.021	-0.083
Si	0.1	-0.086	-0.035
Si	-0.02	-0.056	-0.038
Si	-0.09	0.057	0.054
Si	0.039	0.108	0.02
Si	0.102	0.065	0.11
Si	-0.037	-0.059	-0.3
Si	-0.044	-0.037	0.136
Si	0.063	-0.013	0.07
Si	-0.143	-0.062	-0.267
Si	0.057	-0.124	-0.084
Si	-0.004	-0.001	0.076
Si	-0.04	0.114	0.052
Si	0.083	0.019	-0.05
Si	0.089	-0.051	0.085
Si	0.034	0.031	-0.055
Si	-0.016	-0.185	-0.01
Si	-0.007	-0.13	0
Si	0.209	-0.006	-0.236
Si	-0.002	0.033	0.115
Si	-0.037	0.036	-0.15
Si	-0.197	0.003	0.223
Si	-0.063	-0.089	0.034
Si	0.144	0.046	-0.129
Si	0.135	-0.03	0.038
Si	0.032	-0.112	-0.143
Si	-0.024	-0.009	0.098
Si	0.002	0.003	0.002
Si	0.097	-0.02	-0.096
Si	-0.29	-0.12	-0.051
Si	0.073	0.088	0.056
Si	0.138	0.061	-0.129
Si	-0.194	-0.138	-0.015
Si	-0.043	-0.075	0.109
Si	-0.096	0.082	-0.13
Si	0.043	-0.029	-0.116
Si	-0.255	-0.04	-0.051
Si	0.147	-0.171	0.436
Si	-0.162	0.089	-0.016
Si	-0.029	0.013	-0.187
Si	-0.168	-0.016	0.022
Si	-0.018	-0.012	-0.082
Si	0.09	0.249	0.246
Si	-0.008	-0.06	0.098
Si	-0.012	-0.088	0.057
Si	-0.327	0.129	-0.022
Si	0.022	-0.03	0.072
Si	-0.012	0.048	0.071
Si	-0.082	-0.006	-0.044
Si	0.058	-0.025	-0.062
Si	0.08	0.02	-0.182
Si	-0.116	0.02	-0.046
Si	-0.209	0.074	-0.055
Si	0.274	0.067	-0.136
Si	0.009	-0.04	0.03
Si	0.113	0.031	-0.092
Si	-0.082	-0.044	-0.123
Si	-0.164	-0.116	-0.003
Si	-0.048	-0.068	0.031
Si	-0.204	0.098	0.034
Si	0.105	0.114	-0.062
Si	0.092	0.021	0.199
Si	0.265	-0.059	0.029
Si	-0.008	0.037	-0.059
Si	0.039	0.004	0.051
Si	0.123	-0.194	-0.054
Si	0.031	-0.065	0.195
Si	0.215	0.015	0.104
Si	0.011	-0.014	0.019
Si	0.01	-0.016	0.001
Si	0.006	0.006	0.003
Si	0.013	-0.011	0.015
Si	0.007	-0.003	-0.002
Si	0.024	-0.018	0.012
Si	0.007	-0.002	0.021
Si	0.007	-0.02	0.006
Si	-0.004	0	0.019
Si	0.001	-0.009	0.018
Si	-0.011	-0.01	0.014
Si	-0.005	0.009	0.002
Si	-0.004	-0.008	0.015
Si	0.015	-0.001	-0.001
Si	-0.003	-0.01	0.011
Si	-0.002	-0.019	0.001
Si	0.002	-0.006	0.016
Si	0	-0.005	0.004
Si	-0.004	-0.006	0.022
Si	0.001	0.014	0.002
Si	-0.006	0.015	0.002
Si	0.003	-0.002	0.013
Si	0.009	0.002	0.005
Si	-0.004	0.018	0.009
Si	-0.013	0.01	0.014
Si	-0.013	-0.011	0.012
Si	-0.009	-0.006	0
Si	-0.003	0.018	0.008
Si	0.005	-0.002	0.001
Si	-0.005	0.01	0.002
Si	-0.003	0.012	0.013
Si	0.007	0.011	0.005
Si	0.009	-0.004	0.017
Si	-0.019	0.009	0.006
Si	-0.006	0.016	0.009
Si	-0.008	-0.002	0.006
Si	-0.003	0.006	-0.008
Si	0.004	0.001	-0.012
Si	0.003	-0.007	-0.009
Si	0.002	-0.011	-0.006
Si	-0.004	-0.012	-0.01
Si	0.001	-0.011	-0.007
Si	0	-0.024	-0.002
Si	-0.003	-0.018	-0.005
Si	0.01	0.012	-0.01
Si	-0.008	-0.001	-0.005
Si	0.008	-0.004	-0.006
Si	0.008	0.008	-0.008
Si	0.01	0.002	-0.009
Si	0.008	-0.007	-0.011
Si	0.002	-0.018	-0.007
Si	0.008	0.009	-0.008
Si	0.006	0.003	-0.01
Si	0.011	-0.005	-0.001
Si	-0.007	0.001	0.002
Si	-0.012	0.003	-0.014
Si	-0.012	0	-0.015
Si	-0.001	0.001	-0.009
Si	-0.001	0.005	-0.005
Si	0.011	0.007	-0.016
Si	-0.013	0.01	-0.012
Si	-0.012	0.002	0
Si	0.003	0.006	-0.003
Si	-0.006	0.002	-0.017
Si	-0.002	-0.009	-0.015
Si	-0.008	0.01	-0.008
Si	0.006	0.01	0.006
Si	0.003	0.002	-0.007
Si	-0.007	0.013	-0.013
Si	0.004	0.019	-0.012
Si	-0.012	0.013	-0.014
Si	-0.024	0.006	-0.001
O	-0.075	0.069	0.569
O	0.103	0.238	0.242
O	-0.046	0.116	0.445
O	0.041	-0.207	0.149
O	-0.762	0.026	0.124
O	-0.631	-0.219	-0.26
O	-0.024	0.595	0.385
O	-0.259	-0.114	-0.083
O	-0.221	-0.414	-0.027
O	-0.018	0.148	0.27
O	0.42	-0.19	0.225
O	-0.248	0.32	-0.094
O	0.288	0.022	0.082
O	0.535	-0.003	-0.286
O	-0.101	-0.227	0.228
O	-0.033	0.016	0.302
O	-0.101	0.023	0.268
O	-0.247	0.341	-0.307
O	-0.292	0.298	0.183
O	0.04	0.442	0.11
O	0.484	-0.651	0.355
O	0.53	-0.418	0.331
O	-0.008	-0.03	-0.354
O	-0.116	0.067	-0.166
O	0.034	-0.168	0.297
N	0.072	0.061	-0.002
O	-0.176	0.139	-0.172
O	-0.016	-0.061	-0.311
O	0.469	0.216	0.176
O	-0.22	-0.034	-0.546
O	0.591	0.037	0.153
N	0.02	0.092	0.004
O	-0.064	-0.001	-0.266
O	-0.813	0.083	0.165
O	-0.227	-0.382	-0.195
O	-0.386	-0.111	-0.333
O	0.09	-0.126	-0.498
O	-0.329	0.329	0.286
O	0.134	-0.161	-0.206
O	-0.486	-0.336	0.405
O	-0.187	-0.135	0.121
O	-0.266	-0.105	0.035
O	0.346	0.354	-0.299
O	-0.377	0.185	0.123
O	0.171	0.211	-0.234
O	0.275	-0.057	0.144
O	0.016	0.211	-0.428
O	0.309	0.078	-0.418
O	0.283	0.029	0.18
O	-0.202	-0.212	0.359
N	-0.014	0.137	-0.196
O	-0.147	0.381	0.496
O	-0.008	0.442	0.375
O	0.159	0.438	-0.301
O	-0.176	0.067	-0.032
O	-0.066	0.206	-0.643
O	0.319	-0.04	0.362
O	-0.08	0.277	-0.25
O	-0.22	-0.462	0.469
O	0.184	0.554	0.372
O	-0.143	-0.214	0.162
O	-0.235	-0.39	-0.283
O	0.073	-0.404	-0.238
O	0.356	0.011	-0.437
O	0.076	-0.122	-0.514
O	-0.243	-0.228	-0.464
O	-0.08	-0.074	0.187
O	-0.594	0.083	0.243
O	0.451	0.078	0.34
O	0.158	0.293	-0.077
O	-0.143	0.399	-0.4
O	0.032	0.024	-0.32
O	0.203	-0.347	-0.499
O	0.049	-0.131	0.363
O	0.081	0.223	-0.559
N	0.235	0.077	0.031
O	-0.163	0.348	-0.143
O	-0.096	-0.234	0.144
O	-0.073	0.35	0.312
O	-0.114	-0.053	-0.216
O	0.299	0.29	0.2
O	-0.314	0.423	0.079
O	-0.22	-0.414	0.014
O	0.074	0.245	-0.371
O	-0.241	0.112	-0.32
O	-0.264	-0.463	-0.003
O	0.159	0.132	0.211
O	0.622	-0.18	0.166
O	0.334	-0.409	-0.139
O	0.18	-0.256	0.549
O	0.216	0.174	-0.182
O	-0.269	-0.368	-0.252
O	-0.06	0.176	-0.067
O	-0.142	-0.292	-0.039
O	0.174	-0.107	0.425
O	-0.259	0.121	0.525
O	-0.176	0.005	0.341
O	-0.536	-0.451	0.088
O	0.204	-0.063	0.271
O	-0.134	0.053	-0.436
O	0.415	0.321	0.277
O	-0.067	0.087	-0.311
O	0.438	-0.164	-0.637
O	0.523	-0.169	0.166
O	-0.128	-0.62	-0.011
O	0.319	0.051	-0.112
O	-0.055	-0.215	-0.243
O	0.056	0.283	-0.178
O	0.129	0.084	0.216
O	0.089	0.491	0.496
O	-0.325	0.329	-0.358
O	0.08	-0.032	0.301
O	-0.282	-0.185	-0.022
O	0.027	0.146	-0.408
O	0.085	0.513	-0.309
N	-0.287	0.048	-0.034
O	-0.476	0.304	0.231
O	0.019	-0.129	0.269
O	0.285	0.454	0
O	-0.631	-0.248	-0.265
O	-0.244	0.163	-0.286
O	0.014	0.229	-0.1
O	-0.162	0.072	-0.127
O	0.222	-0.599	0.251
O	0.002	0.05	0.085
O	-0.141	0.135	-0.16
O	0.187	-0.429	0.109
O	-0.062	-0.392	-0.315
O	0.273	0.19	0.232
O	0.247	0.022	0.155
O	0.084	0.051	-0.089
O	0.087	-0.405	-0.28
O	0.203	-0.007	-0.031
O	-0.046	-0.215	0.331
O	0.233	-0.056	-0.379
N	-0.016	-0.002	0.106
O	0.018	0.253	-0.498
O	0.139	0.304	-0.202
O	-0.062	0.242	0.088
O	0.167	0.525	0.3
O	0.088	0.476	0.165
O	0.362	0.003	0.185
O	0.511	0.608	0.037
O	0.214	0.452	-0.211
O	-0.371	0.099	0.247
O	0.273	-0.018	0.21
O	0.199	-0.174	0.42
O	0.406	-0.145	0.014
O	-0.462	0.003	-0.386
O	0.207	0.286	-0.253
N	0.115	-0.016	-0.038
